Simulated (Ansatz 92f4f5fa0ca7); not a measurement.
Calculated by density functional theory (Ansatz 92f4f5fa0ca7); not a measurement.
Periodic cell of 237 atoms, Si145O90As2, from a study of silicon, its oxide and their interface. The atomic structure is a simulated model.
Doubt: the cutoff is far below the 930 eV that the study's wrapper takes by default for these files, so forces and energies are approximate.
This geometry differs little from another in the collection (a relaxation step or a small displacement).

Settings
functional: PBE
potential files: Ansatz PAW
basis: plane waves
wave-function cutoff: 580 eV
density cutoff ratio: 5
exchange-correlation grid ratio: 1
k mesh: 1 x 1 x 1, Gamma-centred
self-consistency stop: 5e-08 eV per atom in the density residual
occupations: fixed
spin: none
net charge: 0

Cell vectors (angstrom)
a, 11.6015, 0, 0
b, 0, 10.938, 0
c, 0, 0, 32.0622

Atoms: element, x, y, z (angstrom)
Si, -0.1745, -0.0734, 23.2627
Si, 3.6867, 0.2146, 23.0899
Si, 7.5675, -0.1348, 23.4338
Si, 1.6992, 1.3773, 23.4086
Si, 5.7525, 1.4103, 23.1844
Si, 9.4626, 1.222, 23.3445
Si, 0.187, 5.3318, 23.4361
Si, 4.1385, 5.2959, 23.3833
Si, 8.0531, 5.6009, 23.5453
Si, 2.1863, 6.6031, 23.3749
Si, 5.9882, 6.7625, 23.4665
Si, 10.0214, 6.8693, 23.5975
Si, 1.9139, 2.6689, 25.374
Si, 5.8414, 2.6546, 25.2523
Si, 9.6484, 2.6835, 25.2491
Si, 11.6115, 4.0156, 25.3645
Si, 3.9044, 3.9749, 25.3144
Si, 7.7563, 4.0843, 25.3384
Si, 1.9889, 8.1553, 25.2033
Si, 5.7867, 8.1673, 25.3503
Si, 9.7232, 8.2654, 25.4296
Si, 11.6515, 9.5621, 25.2611
Si, 3.8794, 9.5932, 25.0646
Si, 7.7018, 9.5209, 25.397
Si, 11.6597, -0.0097, 27.2061
Si, 3.9103, -0.0536, 27.1188
Si, 7.7676, -0.0156, 27.276
Si, 1.9943, 1.315, 27.2729
Si, 5.8365, 1.3224, 27.2042
Si, 9.7058, 1.333, 27.2014
Si, 11.6016, 5.4691, 27.2299
Si, 3.8556, 5.4214, 27.2114
Si, 7.7214, 5.4583, 27.2595
Si, 1.947, 6.8263, 27.1835
Si, 5.7689, 6.7986, 27.2628
Si, 9.6633, 6.8143, 27.28
Si, 1.951, 2.724, 29.1715
Si, 5.7996, 2.71, 29.1404
Si, 9.6865, 2.7228, 29.1404
Si, 0.0167, 4.0965, 29.1601
Si, 3.8739, 4.0885, 29.1655
Si, 7.7366, 4.0779, 29.1726
Si, 1.9497, 8.1861, 29.139
Si, 5.7967, 8.1914, 29.1707
Si, 9.6781, 8.2043, 29.1851
Si, 0.0168, 9.5595, 29.1496
Si, 3.8779, 9.5687, 29.1208
Si, 7.7381, 9.5488, 29.1876
Si, 0, 0, 31.0965
Si, 3.8672, 0, 31.0965
Si, 7.7343, 0, 31.0965
Si, 1.9336, 1.3673, 31.0965
Si, 5.8008, 1.3673, 31.0965
Si, 9.6679, 1.3673, 31.0965
Si, 0, 5.469, 31.0965
Si, 3.8672, 5.469, 31.0965
Si, 7.7343, 5.469, 31.0965
Si, 1.9336, 6.8362, 31.0965
Si, 5.8008, 6.8362, 31.0965
Si, 9.6679, 6.8362, 31.0965
Si, 1.9336, 2.7345, 0.9679
Si, 5.8008, 2.7345, 0.9679
Si, 9.6679, 2.7345, 0.9679
Si, 0, 4.1018, 0.9679
Si, 3.8672, 4.1018, 0.9679
Si, 7.7343, 4.1018, 0.9679
Si, 1.9336, 8.2035, 0.9679
Si, 5.8008, 8.2035, 0.9679
Si, 9.6679, 8.2035, 0.9679
Si, 0, 9.5708, 0.9679
Si, 3.8672, 9.5708, 0.9679
Si, 7.7343, 9.5708, 0.9679
Si, 11.6094, -0.0107, 2.9637
Si, 3.8302, -0.0018, 2.9012
Si, 7.7588, -0.0033, 2.8973
Si, 1.9168, 1.3996, 2.9232
Si, 5.7927, 1.2905, 2.816
Si, 9.6782, 1.3648, 2.9118
Si, 11.5716, 5.5069, 2.8687
Si, 3.8858, 5.5074, 2.8952
Si, 7.7475, 5.5037, 2.8939
Si, 1.916, 6.8321, 2.8897
Si, 5.8224, 6.8538, 2.8836
Si, 9.674, 6.908, 2.973
Si, 1.9095, 2.9034, 4.7747
Si, 5.7437, 2.612, 4.7178
Si, 9.6071, 2.7689, 4.8238
Si, 11.5124, 4.1895, 4.8058
Si, 3.9218, 4.1194, 4.8019
Si, 7.6174, 4.013, 4.7268
Si, 1.8902, 8.1749, 4.8281
Si, 5.8274, 8.273, 4.7704
Si, 9.7012, 8.2835, 4.9531
Si, 11.6413, 9.6819, 5.0234
Si, 3.8287, 9.4934, 4.7938
Si, 7.7675, 9.6512, 4.8832
Si, 11.7259, 0.3958, 6.872
Si, 3.7899, -0.0455, 6.6617
Si, 7.7935, 0.0422, 6.8896
Si, 2.1434, 1.5933, 6.6832
Si, 5.7589, 1.2352, 6.6484
Si, 9.688, 1.5395, 6.8524
Si, 11.5003, 5.5911, 6.7208
Si, 3.9564, 5.4318, 6.7932
As, 7.7164, 5.544, 6.5725
Si, 1.9679, 6.6951, 6.6812
Si, 5.7907, 6.9485, 6.6996
As, 9.775, 7.268, 7.2148
O, 10.8099, 8.7315, 7.8795
O, 7.8036, 9.8991, 8.1802
O, 7.2018, 4.5989, 8.0615
O, 3.389, 10.3501, 8.2034
O, 2.1238, 7.5904, 8.0543
O, 4.0476, 4.6014, 8.2468
O, 9.7498, 2.5061, 8.2201
O, 2.6731, 2.3831, 8.0812
O, 11.402, 4.5966, 8.0398
O, 5.4087, 2.3559, 7.8147
O, 6.0305, 7.885, 8.0535
O, 11.7732, 10.9985, 8.5077
O, 11.3163, 10.0651, 21.7878
O, 3.2532, 10.7532, 21.5034
O, 5.8071, 7.7586, 22.1416
O, 4.2334, 4.4471, 21.9324
O, 7.6925, 9.6899, 22.1731
O, 10.2871, 7.6814, 22.1753
O, 1.6189, 2.4051, 22.1075
O, 5.9692, 2.4477, 21.8789
O, 8.4812, 4.7109, 22.2035
O, -0.0244, 4.4835, 22.0008
O, 2.386, 7.4439, 21.9607
O, 9.1508, 1.879, 21.8486
Si, 2.0975, 7.8797, 9.6325
Si, 5.0704, 0.5956, 17.6578
Si, 2.5453, 5.4598, 14.0081
Si, 10.6846, 3.8679, 14.0534
Si, 8.3568, 2.4054, 15.2283
Si, 9.5669, 2.254, 20.3236
Si, 10.4798, 3.7209, 9.0541
Si, 0.0941, 2.3699, 11.5573
Si, 11.0548, 8.1691, 15.3654
Si, 5.2176, 6.9477, 13.9593
Si, 5.8014, 2.6506, 11.1079
Si, 8.6048, 7.6763, 19.3695
Si, 8.14, 4.8575, 20.6211
Si, 5.9639, 9.6079, 15.1718
Si, 2.1409, 7.646, 20.367
Si, 1.9936, 4.9074, 18.7959
Si, 4.548, 3.4551, 17.9948
Si, 8.5373, 8.9407, 16.799
Si, 0.8719, 9.538, 13.3075
Si, 9.9857, 10.7157, 11.7255
Si, 5.376, 3.7134, 21.009
Si, 0.6569, 5.5724, 16.2571
Si, 11.2331, 9.6015, 9.1746
Si, 6.5845, 8.8931, 21.2701
Si, 7.1476, 7.111, 11.4309
Si, 2.7172, 0.7703, 12.1419
Si, 10.9015, 8.666, 21.0368
Si, 6.0932, 4.3237, 15.6003
Si, 7.151, 0.5071, 12.9394
Si, 4.117, 2.9931, 8.5804
Si, 0.9465, 6.8022, 11.8993
Si, 6.693, 9.0374, 9.0272
Si, 0.6951, 3.2987, 21.12
Si, 9.8735, 6.5134, 12.854
Si, 7.6587, 4.5825, 9.629
Si, 4.0001, 10.0924, 20.196
Si, 4.3067, 3.0638, 13.5084
Si, 3.9772, 10.0241, 9.7001
Si, 8.0918, 0.7968, 18.0028
O, 11.6708, 3.2164, 12.9424
O, 9.2889, 4.6217, 9.7298
O, 8.8102, 3.6095, 19.8458
O, 4.0771, -0.0513, 18.7817
O, 11.4257, 4.5474, 15.324
O, 10.0817, 9.9183, 10.297
O, 3.7907, 1.5805, 13.0727
O, 0.6882, 9.1128, 14.8722
O, 6.5088, 0.9989, 18.3451
O, 4.8106, 3.1745, 19.5867
O, 6.2996, 1.2131, 11.7288
O, 0.9182, 8.9639, 9.9532
O, 5.7052, 4.3095, 17.1976
O, 8.4825, 7.0991, 12.3296
O, 4.4562, 2.6517, 10.1446
O, 2.1353, 5.7244, 15.5626
O, 3.4814, 0.0444, 10.9026
O, 5.947, 7.2333, 12.5242
O, 2.3876, 6.3361, 19.4529
O, 0.7276, 5.0149, 17.7806
O, 8.458, 10.6923, 12.2981
O, 5.5895, 10.1236, 9.535
O, 0.5997, 8.1294, 20.2156
O, 9.8584, 2.6305, 14.6891
O, 2.0187, 10.6678, 13.1785
O, 9.9741, 9.1292, 16.0827
O, 6.2086, 10.3843, 13.7522
O, 7.5727, 1.6078, 14.0559
O, 1.6903, 3.8867, 20.0027
O, 5.9358, 5.7923, 14.891
O, 7.3763, 8.9569, 15.6728
O, 1.5652, 1.6931, 11.4639
O, 7.2684, 8.3571, 10.383
O, 4.3484, 2.004, 17.2617
O, 7.0865, 3.2094, 10.291
O, 11.5742, 7.0398, 16.4043
O, 8.3103, 10.1536, 17.8237
O, 3.5404, 8.4931, 10.0745
O, 7.6471, 3.8543, 15.4736
O, 3.2059, 4.3445, 17.8889
O, 2.9603, 3.9255, 13.7267
O, 1.3973, 8.2427, 12.4929
O, 1.2662, 5.703, 13.041
O, 5.0266, 8.3214, 14.8256
O, 11.1867, 2.4136, 20.3156
O, 11.01, 10.0321, 12.7882
O, 5.3303, 3.6166, 12.3478
O, 5.1555, 3.1791, 14.8901
O, 6.5075, 4.8222, 20.5732
O, 8.4454, 1.5789, 16.6237
O, 10.4473, 1.3235, 11.5323
O, 10.948, 6.6794, 11.6275
O, 3.2319, 8.7163, 19.8288
O, 1.776, 6.5419, 10.5169
O, 7.1874, 8.2066, 19.945
O, 8.5288, 7.5975, 17.7373
O, 3.7271, 6.4595, 13.5656
O, 9.7103, 4.9585, 13.3169
O, 5.5262, 9.9817, 20.7343
O, 10.3561, 7.4108, 14.1116
O, 8.8016, 6.1717, 19.9465
O, 7.0034, 5.7846, 10.5054
O, 5.2994, 10.5626, 16.3425
O, 9.0814, 1.1601, 19.2352
O, 11.5028, 3.2841, 10.2299
O, 9.7642, 8.716, 19.8707

Results
free energy: -153071.220 eV
free energy less fixed offsets of As -4856.12, O -568.88, Si -635.61 eV per atom: 3.670 eV

Forces (eV/angstrom), in the order of the atoms: element, x, y, z
Si, -0.003, 0.0016, -0.0023
Si, -0.0013, -0.003, -0.0012
Si, -0.0005, -0.001, -0.0009
Si, 0.0004, 0.0013, -0.0009
Si, 0.0015, 0.0008, -0.0037
Si, 0.0019, 0.003, 0.0004
Si, 0.0013, -0.0018, -0.0043
Si, 0.0007, 0.0001, -0.0019
Si, 0.0029, 0.0005, -0.0044
Si, 0.0008, 0.0002, -0.0013
Si, -0.0025, 0.001, -0.0003
Si, -0.0054, 0.0006, -0.0031
Si, 0.0008, -0.0001, 0.0004
Si, -0.0001, 0.0012, 0.002
Si, -0.0003, 0.0004, -0.0016
Si, -0.0004, -0.0011, 0.0006
Si, 0.0004, 0.0002, -0.0003
Si, 0.0001, 0.0003, -0.0005
Si, 0.0001, 0.0003, 0.0009
Si, 0.001, -0.0004, 0.0004
Si, 0.0016, 0.0012, -0.0008
Si, 0.0003, -0.0001, 0.002
Si, 0.0003, 0.0011, -0.0016
Si, 0.0001, 0.0004, 0.0006
Si, 0.0007, 0.0011, -0.0006
Si, -0.0004, 0.0002, -0.0003
Si, -0.0002, 0.0001, 0.0006
Si, -0.0006, 0, 0.0006
Si, -0.0001, -0.0006, -0.0011
Si, 0.0002, 0.0003, 0.0007
Si, -0.0005, 0.0003, -0.0001
Si, 0.0003, -0.0011, 0
Si, -0.0006, 0.0001, -0.0005
Si, -0.0002, -0.0002, 0.0006
Si, 0.0003, 0.0006, 0.0007
Si, 0.0001, -0.0011, 0.0004
Si, -0.0002, -0.0006, -0.0009
Si, 0.0006, 0.0003, 0.0002
Si, -0.001, -0.0015, 0.001
Si, 0.0002, -0.0001, 0.0003
Si, 0, 0.0012, 0.0003
Si, 0.0001, -0.0004, -0.0007
Si, -0.0006, 0.0007, -0.0005
Si, 0.0002, -0.0007, -0.0013
Si, 0.0006, 0.0029, -0.0015
Si, 0.0002, -0.0014, 0.0014
Si, -0.0004, 0.0004, 0.0021
Si, 0, -0.0002, -0.0004
Si, 0.0307, 0.0391, -0.0654
Si, -0.0032, 0.0155, -0.2171
Si, -0.0245, 0.0511, 0.1051
Si, 0.0004, -0.0663, 0.0771
Si, 0.0056, 0.0011, -0.1347
Si, 0.0108, -0.0598, -0.1087
Si, 0.0273, -0.033, -0.0354
Si, 0.0295, 0.016, -0.0279
Si, -0.0133, -0.0433, -0.0101
Si, 0.0059, -0.0328, -0.083
Si, -0.0269, -0.0684, 0.079
Si, 0.0591, -0.1579, 0.1551
Si, -0.0298, 0.0101, 0.0695
Si, -0.0298, 0.0178, -0.2027
Si, 0.0489, 0.007, 0.0618
Si, -0.0876, 0.0442, -0.0802
Si, 0.0147, 0.0532, 0.0953
Si, 0.0875, 0.0584, 0.0679
Si, 0.0196, 0.0294, -0.0998
Si, 0.0496, 0.1398, -0.1172
Si, -0.0695, 0.0827, 0.2065
Si, 0.0111, 0.0457, 0.2935
Si, -0.1369, -0.1308, -0.0323
Si, 0.0882, -0.0567, -0.0283
Si, -0.0043, -0.0002, 0.0001
Si, -0.0017, 0.0005, 0.0087
Si, 0.0003, -0.0016, -0.0005
Si, -0.0002, 0.0001, 0.0029
Si, 0.0048, 0.0015, -0.0004
Si, 0.0069, -0.0006, -0.0073
Si, -0.0007, 0.0083, -0.0032
Si, -0.0036, 0.0012, -0.0045
Si, -0.0002, 0.0091, -0.0038
Si, 0.0015, -0.0015, 0.0014
Si, -0.0011, -0.0023, 0.0035
Si, 0.005, -0.0207, -0.0031
Si, 0.0013, -0.0045, 0.0062
Si, -0.0123, 0.0045, 0.0015
Si, 0.0048, 0.0013, 0.0095
Si, -0.0084, -0.0027, -0.0071
Si, -0.0064, -0.0058, 0.0029
Si, 0.0076, 0.0129, 0.0068
Si, -0.003, 0.0072, -0.0078
Si, 0.0104, -0.0086, 0.0008
Si, -0.0065, 0.011, -0.0009
Si, 0.0106, -0.0085, -0.0273
Si, -0.0003, 0.0009, 0.0051
Si, -0.0034, -0.0022, 0.0015
Si, 0.0125, 0.0147, 0.0078
Si, -0.0078, 0.0043, -0.0129
Si, 0.0037, 0.0128, -0.0023
Si, 0.012, -0.0112, 0.0021
Si, 0.0073, -0.0106, 0.0026
Si, -0.0103, -0.0066, 0.0063
Si, -0.0126, -0.0165, 0.0099
Si, 0.0069, -0.0185, 0.0017
As, -0.0062, -0.0288, -0.0194
Si, 0.0044, 0.0149, -0.002
Si, -0.0058, 0.0168, -0.0185
As, 0.0127, 0.0209, 0.0054
O, 0.0341, 0.0338, 0.1278
O, -0.0075, -0.0037, 0.0065
O, 0.0115, 0.0132, -0.0107
O, 0.0036, -0.0018, 0.0032
O, 0.0109, 0.0024, 0.0015
O, -0.0008, 0.0052, 0.0007
O, 0.006, 0.0046, 0.0037
O, -0.0014, 0.0019, 0.0099
O, 0.003, 0.0052, -0.0017
O, -0.0018, 0.0079, 0.0092
O, -0.0083, -0.0031, 0.0093
O, -0.0295, -0.0636, -0.0068
O, 0.0006, 0.0004, 0.0003
O, 0.001, 0.0007, 0.0006
O, 0.0009, -0.0001, -0.0002
O, -0.001, 0.001, 0.0003
O, 0.0003, 0.0014, -0.0004
O, 0.0004, -0.0027, 0.0025
O, -0.0013, 0.0003, -0.0008
O, -0.0011, -0.003, 0.0021
O, -0.0011, 0.0025, 0.0008
O, -0.0002, 0.0017, 0.001
O, -0.0014, 0.0006, 0
O, -0.0005, -0.0008, 0.0006
Si, -0.01, 0.0141, 0.0049
Si, 0.0004, -0.0003, 0.0035
Si, -0.0011, 0.0021, 0.0018
Si, 0.0013, -0.0018, 0.0021
Si, 0.0011, -0.0006, 0.0028
Si, -0.0018, -0.0016, 0.0029
Si, 0.0059, -0.0075, -0.0027
Si, -0.0054, 0.0009, 0.0081
Si, 0.0007, 0.0029, 0.0061
Si, 0.0013, -0.0004, 0.0044
Si, -0.0077, -0.0033, 0.0049
Si, -0.0005, 0.0003, 0.0039
Si, -0.0001, 0.001, 0.0026
Si, -0.0012, 0.0004, 0.0025
Si, -0.0008, -0.0003, -0.0007
Si, -0.0028, 0.0023, 0.0013
Si, -0.0002, 0.0006, 0.0021
Si, 0.0002, 0.0058, 0.0041
Si, 0.01, 0.0124, 0.017
Si, -0.0083, 0.017, 0.0075
Si, -0.0001, 0.0009, -0.002
Si, -0.0006, 0.0018, 0.0016
Si, 0.0463, -0.0145, -0.07
Si, -0.0018, -0.0001, -0.0031
Si, -0.0035, 0.0004, 0.0081
Si, -0.0024, -0.0016, 0.0017
Si, 0.001, -0.0013, -0.0007
Si, 0.0002, 0.0012, 0.0032
Si, 0.002, -0.0029, 0.002
Si, -0.0027, -0.0076, -0.0068
Si, 0.0047, -0.0037, 0.0041
Si, 0.0063, 0.0078, 0.0035
Si, 0.0027, 0.0005, 0.0007
Si, -0.0017, 0.0013, 0.0033
Si, -0.0099, -0.0016, 0.0141
Si, 0.0014, 0.0028, 0.0007
Si, -0.0027, 0.0007, 0.0035
Si, -0.0015, 0.0002, 0.0011
Si, -0.0018, -0.0035, 0.0014
O, -0.0017, 0.003, 0.0009
O, -0.0039, 0.0046, -0.0007
O, 0.0001, 0.0004, -0.0025
O, -0.0007, -0.0016, 0.0005
O, -0.0006, 0.0019, -0.001
O, -0.0219, -0.0145, -0.0003
O, 0.0039, 0.0038, 0.0016
O, -0.0002, -0.0005, 0.0118
O, 0.0019, 0.0002, -0.0032
O, 0.0014, 0.0015, 0.0018
O, -0.0009, -0.001, 0.0004
O, -0.0722, 0.0033, -0.0521
O, -0.001, 0.0006, -0.0022
O, 0.0045, 0.0013, 0.005
O, -0.0063, 0.0003, -0.0039
O, 0, 0.0007, -0.0011
O, 0.0057, -0.0024, -0.0025
O, 0.0009, 0.0011, -0.0022
O, -0.0013, 0.0009, -0.0006
O, 0.0036, -0.0012, 0.0031
O, -0.0045, 0.002, 0.0028
O, -0.0052, -0.0041, 0.0031
O, 0.0029, -0.0001, 0.0017
O, -0.0061, -0.0011, -0.0019
O, 0.0045, 0.005, 0.001
O, -0.0006, -0.0018, -0.0017
O, -0.0007, -0.0002, -0.0007
O, 0.0011, 0.0025, 0.0035
O, -0.0035, -0.0007, -0.0003
O, -0.0006, -0.0005, -0.0018
O, 0.0007, 0.0009, -0.001
O, 0.0016, -0.0009, -0.0002
O, 0.0012, 0.0087, -0.0065
O, 0.0002, 0.0004, -0.001
O, 0.0115, 0.0044, -0.0053
O, 0.0002, -0.0024, 0.0009
O, -0.0013, 0.0045, -0.0043
O, -0.008, 0.0055, -0.0044
O, -0.0021, 0.0009, -0.0011
O, -0.0017, 0.0001, -0.0003
O, 0.0016, -0.0026, -0.0024
O, 0.0136, -0.0244, -0.018
O, -0.0023, 0.0043, -0.0061
O, 0.0006, 0.0009, -0.0019
O, 0.0001, 0.0007, -0.0009
O, -0.0157, -0.0054, -0.0014
O, -0.0003, 0.0017, 0.0021
O, -0.001, 0.0015, -0.0032
O, -0.0007, -0.0011, -0.001
O, -0.0012, -0.0001, -0.0014
O, -0.001, 0.0064, -0.0003
O, -0.0025, 0.0047, 0.0012
O, -0.0042, -0.0039, 0
O, -0.0001, 0.0029, 0.0017
O, -0.0019, 0.0021, 0.0042
O, -0.0004, -0.0009, -0.0013
O, -0.0026, 0.0001, -0.0008
O, -0.0013, 0.0025, -0.0024
O, 0.0015, -0.0035, -0.0001
O, -0.0021, -0.0008, -0.0072
O, -0.0002, -0.0021, -0.001
O, 0.0014, -0.0087, -0.0052
O, -0.001, 0.0015, 0.0001
O, 0.0005, -0.0004, -0.0001
O, 0.0002, 0.0038, -0.0042
O, 0.0025, 0.0001, 0.0004

The program warned: the cutoff lies below the one the program advises for these potential files; the exchange-correlation potential is rough where the density is thin.
